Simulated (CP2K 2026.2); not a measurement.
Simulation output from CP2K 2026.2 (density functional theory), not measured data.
Periodic cell of 432 atoms, Si324O108, from a study of silicon, its oxide and their interface. The atomic structure is a simulated model.
Doubt: the forces sum to 1.48 eV/angstrom along one axis rather than to zero, so they err by at least 0.0034 eV/angstrom per atom on average; the grid cutoff is modest.

Settings
functional: PBE
method: Gaussian and plane waves
basis set: DZVP-MOLOPT-SR-GTH
pseudopotentials: GTH-PBE
grid cutoff: 350 Ry, relative cutoff 50 Ry
k points: Gamma only
occupations: fixed
spin: none
net charge: 0

Cell vectors (angstrom)
a	16.32	0	0
b	0	16.32	0
c	0.2456	-2.9243	29.5867

Atoms: element, x, y, z (angstrom)
Si	1.6872	14.5733	0.0507
Si	3.9201	1.5681	0.1345
Si	1.6762	3.7539	0.0007
Si	4.3572	6.57	0.134
Si	1.2318	9.6571	0.0905
Si	3.9753	12.4255	0.1224
Si	7.0027	14.6703	0.0563
Si	9.6874	1.3935	0.1381
Si	6.5048	4.3197	0.1757
Si	9.279	7.0555	0.1243
Si	7.0783	9.2672	0.1443
Si	9.2478	12.482	0.0432
Si	11.7504	15.3088	0.0018
Si	14.9414	-1.2542	29.4797
Si	12.4465	3.8829	0.1265
Si	14.6251	7.0967	0.0288
Si	12.3759	9.3485	0.1324
Si	15.5082	8.9109	29.5169
Si	2.7312	-0.0565	1.3346
Si	5.3903	2.7537	1.5001
Si	2.7243	5.397	1.3447
Si	5.4897	8.1357	1.4503
Si	2.7759	10.8469	1.3866
Si	5.486	13.5821	1.4642
Si	8.0996	0.0642	1.2913
Si	10.917	2.7842	1.5021
Si	8.1461	5.4547	1.4134
Si	10.864	8.1589	1.448
Si	8.184	10.8876	1.4117
Si	10.7985	13.6555	1.3547
Si	13.575	0.0005	1.17
Si	16.3218	2.6972	1.277
Si	13.5993	5.4738	1.3887
Si	16.3251	8.1046	1.3256
Si	13.6012	10.9144	1.3424
Si	16.3284	13.4989	1.2648
Si	1.3216	1.3021	2.6688
Si	4.0302	4.1018	2.8205
Si	1.3569	6.7588	2.6909
Si	4.1049	9.4989	2.7561
Si	1.3652	12.2033	2.7212
Si	4.1092	14.9809	2.7539
Si	6.7839	1.3567	2.7434
Si	9.5103	4.1212	2.7823
Si	6.8254	6.7946	2.8303
Si	9.5581	9.5697	2.7876
Si	6.8019	12.1915	2.7977
Si	9.454	15.0229	2.7236
Si	12.291	1.3258	2.7152
Si	15.0216	4.1037	2.6843
Si	12.2096	6.7704	2.7754
Si	14.9548	9.5015	2.7011
Si	12.2409	12.3071	2.6644
Si	14.9458	14.9412	2.5598
Si	16.2824	-0.0449	4.0139
Si	2.6639	2.6811	4.0829
Si	16.3398	5.4331	4.0913
Si	2.7096	8.1355	4.067
Si	16.3164	10.8536	4.0767
Si	2.7203	13.5953	4.0691
Si	5.4425	0.014	4.1239
Si	8.1564	2.7158	4.0949
Si	5.4292	5.4417	4.1558
Si	8.1895	8.1901	4.1382
Si	5.4324	10.8544	4.1412
Si	8.1526	13.6137	4.1022
Si	10.8846	0.0047	4.0763
Si	13.6441	2.7224	4.0444
Si	10.8673	5.4434	4.1511
Si	13.5947	8.158	4.0813
Si	10.9261	10.9384	4.0904
Si	13.6096	13.6361	4.0166
Si	1.352	-1.3959	16.2138
Si	4.0495	1.3602	16.2255
Si	1.3883	4.1118	16.3463
Si	4.0927	6.8144	16.4021
Si	1.3377	9.5148	16.2904
Si	4.1094	12.2472	16.2869
Si	6.837	-1.3468	16.239
Si	9.5665	1.4089	16.3251
Si	6.8327	4.1259	16.3127
Si	9.4975	6.7728	16.4001
Si	6.7726	9.4855	16.3937
Si	9.4706	12.2271	16.2693
Si	12.292	-1.3174	16.2655
Si	14.9679	1.3963	16.3921
Si	12.2213	4.0264	16.3872
Si	14.918	6.7699	16.2984
Si	12.2294	9.5052	16.2418
Si	14.9383	12.2053	16.2737
Si	2.7292	-0.0722	17.541
Si	5.3631	2.791	17.5348
Si	2.7172	5.4706	17.7685
Si	5.4701	8.0963	17.8371
Si	2.7381	10.8725	17.6161
Si	5.4956	13.6396	17.6119
Si	8.2095	0.0011	17.5875
Si	10.8573	2.724	17.832
Si	8.184	5.3661	17.8253
Si	10.8904	8.2067	17.651
Si	8.1009	10.9273	17.7051
Si	10.8936	13.6067	17.5121
Si	13.6042	-0.0048	17.7363
Si	16.3684	2.8006	17.7407
Si	13.6006	5.39	17.7034
Si	16.2346	8.1739	17.6228
Si	13.5366	10.8584	17.6194
Si	16.3597	13.5382	17.5733
Si	1.4559	1.286	18.9118
Si	4.1301	4.0983	19.0982
Si	1.3037	6.903	19.0239
Si	4.108	9.5965	19.0521
Si	1.3424	12.2017	18.9701
Si	4.0527	-1.4096	18.9372
Si	6.6985	1.3398	18.7356
Si	9.4858	3.9718	19.3248
Si	6.8373	6.6891	19.256
Si	9.5143	9.5695	19.002
Si	6.8401	12.4149	19.0933
Si	9.6588	-1.3038	18.9033
Si	12.2504	1.406	19.1925
Si	15.0602	4.2441	19.1892
Si	12.16	6.7262	18.9697
Si	14.8165	9.4839	18.9975
Si	12.1167	12.1934	18.9159
Si	15.0086	-1.5364	18.9637
Si	16.1155	0.1564	20.1281
Si	3.0264	2.3815	20.2076
Si	16.0616	5.9675	20.5228
Si	2.3949	8.5512	20.2528
Si	16.4024	10.6545	20.2235
Si	2.9242	13.3529	20.2747
Si	5.2258	0.1982	20.1267
Si	7.7947	2.5511	20.3518
Si	5.7815	4.9716	20.593
Si	8.4756	7.9881	20.3591
Si	5.2227	11.2548	20.314
Si	8.5074	13.6365	20.3376
Si	11.25	-0.3461	20.3725
Si	14.0781	2.4623	20.3407
Si	10.6635	5.721	20.507
Si	13.5964	7.9293	20.3202
Si	10.521	11.2145	20.3633
Si	13.3789	13.6389	20.1771
Si	10.1141	7.7162	24.6346
Si	1.3124	13.6599	22.8321
Si	5.5835	7.7338	27.5205
Si	2.6055	11.2396	24.249
Si	14.0786	6.3218	25.0275
Si	5.2658	6.8654	22.9376
Si	3.3701	5.5154	27.5022
Si	14.0328	9.0209	26.7393
Si	0.3953	6.1877	23.5241
Si	8.7194	0.4019	24.5918
Si	2.1285	2.1781	23.0785
Si	1.0505	1.3495	26.5967
Si	12.7552	12.5419	26.7588
Si	15.0563	12.418	22.3633
Si	8.1461	-0.381	27.5836
Si	11.2898	-0.1857	23.4723
Si	11.3358	8.2061	27.4933
Si	11.8748	9.4064	22.5654
Si	14.1066	3.8432	26.8353
Si	7.0192	8.1678	24.793
Si	11.3905	5.3424	23.5167
Si	6.0797	-2.6907	27.5749
Si	11.4055	2.8583	27.5764
Si	6.5516	9.3311	22.258
Si	13.6892	10.9613	24.5742
Si	10.7438	2.4022	24.5647
Si	1.8998	4.0077	25.2295
Si	2.5638	-0.4398	24.4639
Si	15.3474	-2.5628	26.6806
Si	4.0969	13.4938	25.4055
Si	14.5245	1.1031	25.5684
Si	13.0982	-1.2721	25.4461
Si	7.4979	-0.1569	21.9657
Si	1.6622	12.408	26.6747
Si	2.7164	8.1612	23.2653
Si	15.5273	1.4037	22.7415
Si	1.3416	14.9518	5.4079
Si	4.0582	1.3633	5.454
Si	1.3485	4.0594	5.4565
Si	4.0621	6.8077	5.4725
Si	1.3563	9.5017	5.4355
Si	4.0672	12.2425	5.4547
Si	6.7945	14.9608	5.4671
Si	9.5333	1.3664	5.444
Si	6.797	4.0637	5.4727
Si	9.53	6.8198	5.4947
Si	6.8058	9.5179	5.4906
Si	9.5384	12.2683	5.4498
Si	12.247	14.9602	5.4198
Si	14.9707	1.3449	5.4092
Si	12.2642	4.0592	5.4341
Si	14.9622	6.7979	5.4338
Si	12.2576	9.5407	5.4421
Si	14.9547	12.2507	5.398
Si	2.6995	-0.0114	6.7905
Si	5.4264	2.7132	6.8223
Si	2.7112	5.4267	6.8131
Si	5.4321	8.1586	6.8277
Si	2.7084	10.8708	6.7989
Si	5.4313	13.6005	6.8146
Si	8.1677	0.0058	6.8068
Si	10.8924	2.7207	6.8018
Si	8.1589	5.4379	6.8199
Si	10.8997	8.1858	6.8199
Si	8.1756	10.8982	6.8106
Si	10.8997	13.6116	6.8075
Si	13.6035	0.0023	6.7784
Si	16.3109	2.699	6.8002
Si	13.6069	5.4346	6.7957
Si	16.3179	8.152	6.802
Si	13.6138	10.8973	6.7933
Si	16.3114	13.5965	6.7766
Si	1.3582	1.3546	8.1602
Si	4.0753	4.0798	8.1781
Si	1.3512	6.7905	8.1639
Si	4.0722	9.5243	8.1672
Si	1.3464	12.2375	8.1481
Si	4.0678	14.9626	8.1612
Si	6.8001	1.3574	8.1702
Si	9.531	4.0806	8.1639
Si	6.794	6.7934	8.1736
Si	9.5251	9.532	8.172
Si	6.8034	12.2467	8.1651
Si	9.5307	14.967	8.1629
Si	12.2471	1.3553	8.1508
Si	14.9598	4.0712	8.1562
Si	12.252	6.8022	8.1605
Si	14.9614	9.523	8.157
Si	12.248	12.2402	8.1621
Si	14.9597	14.9603	8.1412
Si	16.3159	-0.0033	9.5103
Si	2.7126	2.7176	9.5273
Si	16.3148	5.4308	9.523
Si	2.7172	8.1523	9.5162
Si	16.317	10.8801	9.5191
Si	2.7111	13.5939	9.5099
Si	5.4341	-0.0002	9.5255
Si	8.1636	2.7265	9.5224
Si	5.4391	5.4387	9.5344
Si	8.1595	8.1592	9.517
Si	5.4399	10.8818	9.5157
Si	8.1675	13.604	9.5195
Si	10.8874	0.0083	9.5178
Si	13.5965	2.7185	9.5119
Si	10.8859	5.4452	9.5198
Si	13.6053	8.159	9.525
Si	10.8859	10.8839	9.5285
Si	13.6064	13.6042	9.5116
Si	1.3606	14.9621	10.8675
Si	4.0813	1.3693	10.8877
Si	1.3553	4.0799	10.8891
Si	4.0776	6.8013	10.8842
Si	1.3581	9.5106	10.8702
Si	4.0726	12.2335	10.869
Si	6.8043	14.9592	10.8772
Si	9.5315	1.3726	10.8771
Si	6.809	4.0887	10.8899
Si	9.5144	6.7968	10.8774
Si	6.7949	9.5159	10.8706
Si	9.52	12.2396	10.8843
Si	12.2454	14.9637	10.8683
Si	14.9562	1.3609	10.8665
Si	12.2453	4.0818	10.8752
Si	14.9573	6.7889	10.8875
Si	12.2333	9.5094	10.8861
Si	14.9579	12.2427	10.8777
Si	2.7104	0.0089	12.233
Si	5.4454	2.7364	12.2458
Si	2.7245	5.4401	12.245
Si	5.4376	8.1644	12.2386
Si	2.7218	10.8615	12.2282
Si	5.441	13.5861	12.2209
Si	8.1696	0.0105	12.226
Si	10.8876	2.7354	12.2418
Si	8.1607	5.452	12.2582
Si	10.8676	8.1431	12.2458
Si	8.1591	10.8599	12.2313
Si	10.8836	13.6107	12.2273
Si	13.601	0.0042	12.2262
Si	16.2964	2.7268	12.2355
Si	13.5974	5.4272	12.2532
Si	16.3296	8.1463	12.2337
Si	13.5932	10.8767	12.2323
Si	16.325	13.6071	12.2279
Si	1.336	1.3728	13.5841
Si	4.093	4.1005	13.6153
Si	1.3678	6.7944	13.6092
Si	4.0719	9.5039	13.606
Si	1.36	12.2259	13.5678
Si	4.094	14.9663	13.5641
Si	6.8282	1.3848	13.5856
Si	9.5373	4.0987	13.6116
Si	6.7948	6.8227	13.6111
Si	9.4962	9.4891	13.6072
Si	6.7844	12.2048	13.5789
Si	9.5307	-1.3425	13.5856
Si	12.2529	1.3714	13.5867
Si	14.9518	4.0733	13.6298
Si	12.2136	6.7691	13.606
Si	14.9547	9.5001	13.5727
Si	12.2309	12.2429	13.5856
Si	14.9681	14.9743	13.5828
Si	16.2957	0.0333	14.9626
Si	2.6892	2.7452	14.9287
Si	16.3291	5.4403	14.9702
Si	2.7278	8.1422	14.9869
Si	16.3113	10.8633	14.9183
Si	2.7455	13.5807	14.8998
Si	5.4597	0.0192	14.91
Si	8.181	2.7463	14.9636
Si	5.446	5.4799	14.9859
Si	8.1486	8.1414	15.0165
Si	5.4439	10.8393	14.9694
Si	8.1517	13.5863	14.8904
Si	10.8963	0.0279	14.9443
Si	13.5913	2.7032	14.9943
Si	10.877	5.4285	15.0251
Si	13.5886	8.1327	14.9202
Si	10.8521	10.8739	14.9254
Si	13.6116	13.6051	14.9228
O	11.726	1.3337	23.8444
O	5.548	8.1049	21.9094
O	14.817	6.9839	20.8745
O	1.3793	1.3864	28.1693
O	8.4248	5.2418	29.2269
O	3.947	7.2427	23.8125
O	14.3469	12.5559	27.0988
O	2.8618	7.9421	21.6742
O	15.0045	9.2305	28.0047
O	0.4222	5.6591	21.9811
O	4.0415	4.3367	28.3679
O	8.3657	10.6505	29.1526
O	3.0559	-0.2813	29.188
O	5.6902	2.5248	29.2407
O	14.4741	2.3809	21.9446
O	14.7588	0.7883	24.0013
O	15.6986	11.1572	21.595
O	9.524	-0.6989	28.3711
O	9.4887	12.4118	20.8598
O	15.1121	3.5842	28.0949
O	4.1848	1.328	20.6452
O	0.4062	13.219	26.0978
O	9.5784	6.8956	20.9067
O	1.3054	12.102	28.2071
O	15.0047	1.2775	19.7246
O	4.0452	12.2795	20.8166
O	7.985	8.8999	21.6355
O	11.4634	5.3332	21.8886
O	12.4149	-1.4522	20.5926
O	2.1127	6.123	28.311
O	12.4559	-1.2095	23.9504
O	1.6361	12.1288	23.2909
O	2.0598	0.3554	25.7902
O	14.6896	12.0045	23.8701
O	2.9726	13.3485	26.5744
O	11.1237	10.5547	21.721
O	12.5078	11.7093	25.3966
O	12.6325	8.3852	21.5623
O	6.7306	7.0032	28.3769
O	6.4639	12.2379	28.2966
O	0.3548	7.8144	29.2192
O	3.1039	10.5862	29.2166
O	1.4706	-1.5281	23.9641
O	13.2579	0.2176	26.0573
O	4.9432	8.9508	28.3605
O	13.7407	12.8894	21.5738
O	12.5303	9.2719	27.2935
O	14.6305	-1.8094	25.4357
O	1.244	9.6202	20.7042
O	0.5132	2.1755	23.3031
O	15.5726	-1.6866	28.0325
O	14.5268	5.1492	26.0272
O	15.8702	0.789	26.4008
O	15.2146	6.5958	23.9267
O	10.9034	2.3345	26.1576
O	8.1738	-1.5877	21.5305
O	10.8085	-0.1359	21.9299
O	1.1297	2.8907	26.1089
O	9.9862	-0.5818	24.3462
O	1.93	11.1117	25.7297
O	12.5763	3.9536	27.3703
O	4.4306	6.6736	27.1685
O	10.1637	3.5254	28.3479
O	10.983	-2.6934	29.3201
O	16.1007	0.2241	21.7678
O	11.973	1.6116	28.4176
O	6.661	9.4551	23.8618
O	7.3988	-1.7948	27.4976
O	4.9459	-1.9246	28.4219
O	11.889	6.954	28.3619
O	12.1066	11.848	28.0478
O	2.3601	2.8104	21.6215
O	10.1065	8.9004	28.2727
O	2.2746	14.066	21.5899
O	5.1844	5.5306	22.0263
O	8.1283	1.2588	21.3615
O	10.1372	6.234	24.0007
O	6.5046	6.8336	23.9932
O	10.8843	7.6919	26.0457
O	13.0466	10.045	23.4415
O	14.5192	10.0727	25.625
O	0.8699	4.9912	24.4837
O	10.8205	8.6969	23.5567
O	8.606	8.1335	24.9696
O	16.099	13.6441	22.3442
O	13.8526	5.425	29.327
O	11.1098	3.8429	23.9958
O	9.2107	1.9265	24.2738
O	2.8825	4.8999	26.1166
O	7.3047	0.6987	28.4159
O	5.5515	13.3878	26.0761
O	7.5417	-0.0137	23.5719
O	8.2926	0.2441	26.1215
O	12.269	-2.2481	26.4525
O	5.9654	-0.3105	21.4841
O	14.1549	2.644	25.772
O	13.9615	7.5908	26.0072
O	5.9705	10.694	21.6542
O	6.2597	8.3249	26.1931
O	3.8953	-1.3474	24.7358
O	12.7306	5.9413	24.2047
O	1.3196	7.5111	23.7411
O	13.7869	-0.1321	29.1668
O	6.785	3.7114	20.9843
O	2.8559	9.7362	23.6866
O	2.7582	0.6936	23.3078
O	3.9217	12.2083	24.408
O	2.7801	3.1999	24.141

Results
total energy: -82018.707 eV
total energy less fixed offsets of O -438.35, Si -107.03 eV per atom: 0.813 eV

Forces (eV/angstrom), in the order of the atoms: element, x, y, z
Si	-0.1092	0.2145	0.7359
Si	0.081	-0.1594	0.7647
Si	-0.1627	0.1755	0.7388
Si	-0.1786	0.1499	0.8314
Si	0.2226	-0.1711	0.7706
Si	0.1035	-0.2363	0.7234
Si	-0.0792	0.2718	0.6989
Si	-0.3493	0.0955	0.6311
Si	0.1988	-0.1121	0.815
Si	0.1491	-0.156	0.7646
Si	-0.181	0.1238	0.7848
Si	0.1521	-0.1458	0.7758
Si	0.4284	-0.2278	0.7517
Si	0.1678	-0.255	0.7224
Si	-0.0652	0.1673	0.727
Si	0.2939	-0.2419	0.631
Si	-0.1733	0.1873	0.716
Si	-0.2512	0.3202	0.7517
Si	0.0044	-0.003	-0.0399
Si	-0.0048	0.0158	-0.0439
Si	0.0212	-0.0005	-0.0728
Si	0.0345	-0.0294	-0.0558
Si	-0.0234	0.0257	-0.0197
Si	0.0131	0.0037	-0.0364
Si	0.0082	-0.0331	-0.0117
Si	0.0092	0.0002	-0.02
Si	-0.029	0.0181	-0.0651
Si	-0.0249	-0.0147	-0.0348
Si	-0.0007	0.0064	-0.0488
Si	-0.0136	-0.0056	-0.0642
Si	-0.072	-0.0086	-0.07
Si	0.0014	0.0065	-0.0554
Si	0.0233	0.0048	-0.0141
Si	-0.0446	0.0264	-0.049
Si	0.0224	0.0128	-0.0427
Si	-0.0331	-0.0375	-0.046
Si	0.0077	0.0231	0.0182
Si	0.004	0.0175	0.0496
Si	0.0291	0.0146	-0.0095
Si	0.0074	-0.0026	-0.004
Si	-0.0006	0.003	0.0305
Si	-0.0089	0.0068	0.0219
Si	-0.0051	0.0088	0.0063
Si	-0.0121	0.0198	0.007
Si	0.0086	-0.0064	0.0444
Si	-0.0041	-0.0081	0.0131
Si	-0.0036	-0.015	0.0217
Si	0.0032	0.0022	0.0176
Si	0.0324	-0.0377	0.0321
Si	-0.0191	-0.0236	0.0151
Si	-0.0044	-0.0168	0.0206
Si	-0.0168	-0.011	0.028
Si	-0.0283	-0.0263	-0.0025
Si	0.009	0.0304	-0.0286
Si	-0.0012	-0.0053	-0.0075
Si	-0.0017	-0.0055	-0.024
Si	-0.0219	-0.0113	0.0092
Si	-0.009	-0.023	-0.0192
Si	0.005	-0.0085	-0.0309
Si	-0.0143	-0.014	-0.0157
Si	-0.026	-0.0114	-0.007
Si	-0.0044	-0.0101	-0.011
Si	0.0081	0.003	-0.0238
Si	-0.0123	-0.0201	-0.0303
Si	0.0234	0.012	-0.0057
Si	0.0006	0.0292	-0.027
Si	0.0049	0.0007	-0.02
Si	-0.0158	0.0089	-0.0215
Si	0.0122	0.025	0.0179
Si	0.0218	0.0122	-0.011
Si	0.0088	-0.0036	-0.0161
Si	0.0202	0.0139	0.0168
Si	0.0049	0.0047	-0.0157
Si	0.0245	0.0205	-0.003
Si	0.0455	0.0121	0.0218
Si	-0.0173	0.0049	-0.0033
Si	-0.0187	0.0171	0.0278
Si	-0.0307	0.0104	0.0192
Si	-0.0137	0.0061	0.0016
Si	0.0206	-0.002	0.0238
Si	0.0184	0.0068	0.0243
Si	-0.0032	-0.0315	0.033
Si	-0.0133	0.0206	0.0361
Si	0.0072	0.0012	0.014
Si	-0.0308	-0.0479	0.0215
Si	0.0183	-0.0179	0.0231
Si	0.0162	0.0001	-0.0101
Si	-0.0044	-0.0028	0.0191
Si	-0.0089	-0.0215	0
Si	-0.0016	0.009	0.0109
Si	0.0233	0.0031	-0.0518
Si	-0.0561	-0.0107	-0.0184
Si	0.0032	-0.009	0.0185
Si	0.0407	0.0093	0.0294
Si	-0.0063	-0.0118	-0.0543
Si	-0.01	-0.0076	-0.0326
Si	-0.0167	-0.0367	-0.0287
Si	-0.0148	0.0156	0.0182
Si	0.0058	0.0057	0.0015
Si	0.0077	-0.008	-0.003
Si	-0.024	-0.002	0.0052
Si	-0.0052	0.0447	-0.0181
Si	0.016	0.0181	0.0087
Si	-0.0468	-0.0468	0.005
Si	0.0397	-0.0008	-0.0303
Si	0.0237	0.0227	-0.0538
Si	0.0059	0.0187	-0.0071
Si	0.0302	-0.0416	-0.0423
Si	-0.0276	-0.0054	0.007
Si	0.0109	0.02	0.0436
Si	-0.0089	-0.0168	0.0711
Si	0.0118	-0.0078	0.0551
Si	0.0127	-0.0061	0.0961
Si	-0.0054	-0.0028	0.0724
Si	0.0211	0.0157	-0.0141
Si	-0.0112	-0.0222	0.0881
Si	-0.0713	0.0236	0.0454
Si	0.0094	0.0317	0.009
Si	0.0661	0.0107	0.0297
Si	0.0227	-0.0306	-0.0059
Si	0.0442	-0.0121	0.0521
Si	0.0351	0.0315	0.0356
Si	-0.041	-0.0027	0.0268
Si	-0.0278	-0.0285	0.0205
Si	-0.0405	-0.0094	0.014
Si	-0.0077	0.0277	0.0261
Si	0.5244	-0.5012	-0.3454
Si	-0.1632	0.1752	-0.7214
Si	0.1416	-0.2935	-0.6622
Si	0.2045	-0.0858	-0.7897
Si	-0.0736	0.2305	-0.7832
Si	-0.1546	0.0916	-0.7501
Si	0.0994	-0.2847	-0.7214
Si	0.2488	-0.0002	-0.5491
Si	-0.1383	0.2483	-0.7089
Si	-0.2416	0.0091	-0.6965
Si	0.1373	-0.1519	-0.7507
Si	-0.2644	0.0838	-0.6626
Si	-0.2961	0.4073	-0.6651
Si	-0.635	0.4825	-0.2488
Si	0.0411	-0.3116	-0.6753
Si	-0.0329	0.2309	-0.6544
Si	0.0807	-0.1267	-0.7277
Si	0.2406	-0.1644	-0.7262
Si	0.0371	0.0993	-0.061
Si	0.1562	-0.0388	-0.0244
Si	-0.0257	-0.059	0.1302
Si	0.0407	-0.0878	-0.0515
Si	-0.103	-0.0408	-0.0276
Si	-0.0008	-0.0494	-0.0762
Si	0.0322	0.0311	0.2077
Si	-0.0024	-0.0802	0.0688
Si	0.1321	-0.0228	-0.1291
Si	0.0063	0.0168	-0.0399
Si	-0.0324	-0.1633	-0.0739
Si	0.0981	-0.045	-0.0796
Si	-0.087	0.0985	0.0302
Si	-0.0026	-0.008	-0.0581
Si	0.0612	-0.0125	0.0631
Si	-0.0053	-0.0731	-0.15
Si	-0.0691	0.0117	0.1454
Si	-0.0827	-0.0481	-0.0918
Si	-0.0086	-0.0809	0.2337
Si	-0.0793	-0.1204	-0.0855
Si	0.1009	0.0428	-0.1005
Si	-0.0789	0.0094	0.1162
Si	0.0441	0.056	0.0748
Si	0.0596	0.0263	-0.059
Si	-0.1145	-0.025	-0.0182
Si	-0.0662	0.0561	-0.0185
Si	-0.0232	-0.0401	0.0387
Si	0.0487	0.1017	0.0013
Si	-0.0546	0.109	0.1733
Si	-0.1203	-0.0471	-0.0739
Si	0.0981	0.0397	0.0394
Si	-0.1443	-0.1131	-0.015
Si	0.1331	0.1125	-0.2372
Si	0.1324	-0.1413	0.1232
Si	-0.0177	0.101	0.0232
Si	-0.0376	0.0554	-0.313
Si	0.0053	0.0095	-0.0021
Si	-0.0037	0.0053	0.0027
Si	0.0105	-0.0033	0.0007
Si	0.0007	0.0068	0.0025
Si	0.0014	-0.0021	-0.0034
Si	-0.0174	-0.0026	-0.005
Si	0.0068	-0.0017	0.0056
Si	-0.006	-0.0064	-0.0011
Si	0.005	0.0035	-0.0036
Si	-0.0104	0.0065	0.0079
Si	-0.0006	-0.0034	0.0025
Si	-0.0055	-0.0011	-0.0059
Si	0.01	-0.0047	-0.0007
Si	0.0146	-0.0082	-0.011
Si	-0.0047	-0.0119	-0.0052
Si	-0.0072	-0.0023	-0.0032
Si	-0.0023	-0.0105	-0.009
Si	-0.0188	0.0041	-0.012
Si	-0.0051	0.0069	-0.0011
Si	-0.0114	-0.0038	-0.0053
Si	-0.0013	-0.0119	-0.0057
Si	0.002	0.0036	-0.0031
Si	0.0051	0.0049	-0.0004
Si	0.0015	0.0059	0
Si	0.0063	-0.0084	-0.0034
Si	0.0068	-0.0126	0.003
Si	0.0003	0.0088	-0.0039
Si	-0.0066	0.0047	0.0004
Si	-0.004	-0.0007	-0.0063
Si	0.0076	0.0011	0.0003
Si	-0.0253	0.0121	0.0009
Si	0.0034	0.0055	0.0026
Si	0.0053	0.0044	-0.0023
Si	0.0015	-0.0048	0.007
Si	0.0013	-0.0105	0.0013
Si	0.0093	-0.0072	0.0011
Si	0.0098	0.0002	0.0037
Si	0.0116	0.0104	0.0062
Si	0.0008	-0.0028	0.0066
Si	0.0046	-0.0005	0.0049
Si	-0.006	-0.0029	-0.0036
Si	-0.0059	-0.013	-0.002
Si	-0.0019	0.0007	0.0019
Si	0.004	0.0024	-0.0072
Si	-0.0116	-0.0089	-0.001
Si	0.0019	-0.0001	0.0037
Si	-0.0047	0.005	0.0026
Si	0.004	0.0053	0.0028
Si	-0.0019	0.0013	-0.0006
Si	-0.0109	-0.0143	0.0028
Si	-0.0002	0.0017	-0.0026
Si	0.0037	0.0099	-0.0006
Si	-0.005	-0.0043	0.0072
Si	0.0033	-0.001	-0.0022
Si	-0.0023	0.0064	0.0036
Si	0.0009	-0.0077	0.0001
Si	0.001	0.0007	0.002
Si	-0.0006	0.0021	-0.0015
Si	0.0125	-0.0023	0.0089
Si	0.0019	0.0036	-0.0005
Si	-0.0053	-0.0056	0.0047
Si	0.0021	0.0016	0.0045
Si	0.002	0.0024	0.0035
Si	-0.0058	0.0005	-0.0033
Si	0.0031	-0.0048	0.0005
Si	-0.0053	-0.0018	-0.0022
Si	0.0053	0.0016	0.0005
Si	-0.0098	-0.0041	-0.0017
Si	-0.0045	0.0022	0.0076
Si	0.0026	-0.0012	0.0047
Si	0.0032	0.0014	0.0079
Si	-0.0028	0.0012	0.0038
Si	-0.0067	-0.0092	-0.0021
Si	0.0005	0.0064	0.0034
Si	0.0022	-0.003	0.003
Si	-0.0005	0.0001	0.0013
Si	0.0036	-0.0055	-0.0032
Si	-0.0021	0.0098	-0.002
Si	0.012	-0.002	0.005
Si	0.0011	-0.0114	0.0001
Si	-0.0132	-0.0003	-0.0004
Si	-0.0029	0.0109	-0.0046
Si	-0.0089	0.0059	-0.0059
Si	0.0064	-0.0013	0.0108
Si	0.0009	-0.0001	-0.0012
Si	-0.0018	0.0071	-0.0025
Si	0.0078	-0.0125	-0.0016
Si	0.0107	-0.0057	0.0016
Si	-0.0041	0.001	0.0012
Si	-0.0077	0.0011	0.0045
Si	0.0188	0.0038	0.0014
Si	0.0141	-0.0016	0.0025
Si	-0.0073	-0.0001	0.0025
Si	0.0026	0.0008	-0.0066
Si	-0.0075	-0.0144	-0.0024
Si	-0.017	-0.0063	-0.0036
Si	-0.0066	0.0077	0.0002
Si	-0.004	0.0054	-0.0059
Si	0.0139	0.0025	-0.0017
Si	-0.0037	-0.0058	0.0026
Si	-0.0163	-0.0107	-0.0044
Si	0.0085	0.007	0.0068
Si	-0.0047	-0.0081	-0.0044
Si	-0.0117	-0.031	-0.0066
Si	-0.0077	0.0134	0.0039
Si	0.0052	0.0147	-0.0065
Si	0.0119	0.0047	0.0034
Si	0.0191	0.0169	0.006
Si	-0.009	0.0132	-0.0077
Si	0.0092	-0.0003	0.0015
Si	0.0113	0.0048	0.0044
Si	-0.0116	0.0145	0.0038
Si	0.0031	0.0083	-0.0016
Si	-0.0046	-0.0038	0.0087
Si	-0.006	-0.0086	-0.0061
Si	-0.0089	-0.0005	0.003
Si	-0.0192	0.0091	0.0001
Si	0.0098	-0.0019	0.0016
Si	0.012	0.0073	0.0059
Si	0.0015	-0.01	0.0048
Si	0.0153	-0.0067	-0.0143
Si	0.0086	-0.0189	-0.0086
Si	0.0026	0.0014	-0.0058
Si	0.0044	-0.0228	-0.0036
Si	-0.0186	-0.0002	0.0065
Si	-0.0031	0.004	-0.007
Si	-0.0214	0.0219	0.0113
Si	-0.0104	-0.0378	-0.0177
Si	-0.0247	-0.0131	0.0055
Si	0.0048	-0.0104	0.0011
Si	0.0025	0.002	0.0082
Si	0.0076	-0.0032	0.0022
Si	0.0099	0.0118	-0.0107
Si	0.0007	-0.0213	0.0022
Si	-0.0222	-0.0035	0.0126
Si	0.0007	0.0094	0.0215
Si	-0.0058	-0.0197	0.0134
Si	-0.0009	-0.0136	-0.0113
Si	-0.0118	0.0194	0.0021
Si	-0.0067	-0.0263	0.0109
Si	0.0253	0.0117	0.0209
Si	0.0326	0.0177	-0.0208
Si	0.0076	0.0181	-0.0033
Si	0.0322	0.0181	-0.0092
O	0.7082	0.1686	-0.198
O	-0.382	0.0569	-0.4582
O	-0.138	-0.0653	0.3308
O	-0.18	0.2501	0.0616
O	-0.0939	0.1295	-0.2649
O	-0.1452	-0.1442	0.8281
O	0.1482	-0.6504	0.4945
O	0.2606	-0.2457	0.0518
O	0.2854	0.105	-0.129
O	0.4722	-0.4268	0.0024
O	0.2411	-0.1578	-0.487
O	0.0747	-0.1158	-0.2529
O	-0.1022	0.0841	-0.487
O	-0.066	0.1843	-0.2554
O	-0.3023	0.3554	0.4173
O	-0.4885	-0.5759	-0.0888
O	0.0201	-0.3984	0.417
O	0.2052	0.4285	-0.3572
O	0.0799	-0.1695	0.4912
O	0.383	-0.0923	-0.0551
O	-0.1304	0.1588	0.2259
O	-0.1108	0.2511	-0.4463
O	0.096	-0.0012	0.2501
O	-0.3068	-0.029	-0.1736
O	0.0441	0.0602	-0.5926
O	0.039	0.0591	0.3022
O	0.4755	0.3757	0.0729
O	0.558	-0.3648	-0.1162
O	0.094	0.2025	0.3658
O	-0.2988	-0.0166	-0.3373
O	0.1151	-0.2223	-0.3811
O	-0.2312	-0.1391	-0.2924
O	0.3639	-0.2522	0.3905
O	0.2358	0.2435	0.3411
O	-0.0532	0.3922	0.2708
O	0.1334	0.064	0.1901
O	-0.4083	-0.2332	-0.2301
O	-0.0998	-0.0442	0.0709
O	0.1253	-0.1017	-0.4009
O	-0.3889	-0.2159	-0.467
O	-0.0992	0.0323	-0.2544
O	0.0752	0.0295	-0.3531
O	-0.4267	0.087	0.414
O	-0.4236	0.379	0.333
O	-0.0679	0.0865	-0.3496
O	-0.326	-0.0036	0.3555
O	0.117	0.7461	0.0108
O	0.4891	-0.0594	-0.5971
O	0.1268	-0.1672	0.4268
O	0.0049	0.4843	0.4228
O	0.3384	0.3085	-0.1733
O	0.2214	0.1331	0.2248
O	-0.2226	-0.318	0.0157
O	-0.0691	0.2128	-0.3824
O	0.0379	-0.1817	-0.0655
O	0.0283	-0.2486	0.392
O	-0.3322	0.2402	0.3164
O	-0.1982	0.161	0.3
O	-0.0925	-0.651	0.1259
O	-0.3824	-0.4045	0.158
O	-0.271	0.3339	0.0359
O	-0.115	-0.0274	-0.3098
O	-0.0549	-0.0922	-0.2935
O	-0.0589	0.0123	-0.1303
O	-0.0764	-0.3886	0.4437
O	-0.2769	-0.2812	-0.0153
O	-0.1074	0.6565	0.2243
O	0.1819	-0.2244	0.0027
O	-0.1979	-0.037	-0.1839
O	-0.2632	-0.039	-0.3438
O	0.0505	-0.4962	-0.3716
O	0.0039	0.2798	0.0023
O	-0.2829	0.1113	-0.3677
O	0.1272	0.6241	0.1904
O	-0.127	-0.0615	0.295
O	0.4754	0.0795	0.2497
O	-0.4589	-0.4178	-0.0598
O	0.1519	-0.7375	0.2477
O	0.1471	-0.1281	0.0054
O	0.1789	-0.2097	-0.2126
O	0.4339	-0.0368	0.063
O	-0.0562	-0.3297	0.2406
O	-0.1726	0.2857	0.1275
O	0.1816	0.3536	0.423
O	-0.3107	0.5114	-0.0303
O	-0.0412	0.1523	-0.0394
O	-0.1572	-0.1763	-0.0072
O	-0.3995	0.5121	-0.3996
O	0.0593	0.0775	-0.1503
O	-0.2376	-0.0181	-0.1891
O	0.5377	-0.0066	-0.5612
O	-0.535	-0.2374	0.4339
O	-0.1477	0.0182	0.0908
O	-0.3421	0.1001	0.3159
O	-0.3407	-0.4857	0.296
O	-0.1498	0.0793	-0.3379
O	0.0047	-0.1059	0.0063
O	-0.0399	0.2684	0.3632
O	-0.073	0.299	0.1106
O	0.3694	0.3037	-0.0999
O	-0.0067	0.1031	-0.0232
O	-0.446	0.2995	0.5017
O	-0.1378	-0.0564	-0.2487
O	0.1986	-0.0185	0.1749
O	-0.0746	0.06	-0.2104
O	0.2191	-0.2773	-0.2675
O	0.7339	-0.1279	-0.2891
O	0.5036	0.2457	0.1675
